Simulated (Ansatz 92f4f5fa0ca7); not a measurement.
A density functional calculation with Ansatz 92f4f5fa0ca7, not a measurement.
Periodic cell of 237 atoms, Si147O90, from a study of silicon, its oxide and their interface. The atomic structure is a simulated model.
Doubt: the cutoff is far below the 930 eV that the study's wrapper takes by default for these files, so forces and energies are approximate.
This geometry differs little from another in the collection (a relaxation step or a small displacement).

Settings
functional: PBE
potential files: Ansatz PAW
basis: plane waves
wave-function cutoff: 580 eV
density cutoff ratio: 5
exchange-correlation grid ratio: 1
k mesh: 1 x 1 x 1, Gamma-centred
self-consistency stop: 5e-08 eV per atom in the density residual
occupations: fixed
spin: none
net charge: 0

Cell vectors (angstrom)
a 11.6015 0 0
b 0 10.938 0
c 0 0 32.7297

Atoms and the computed forces on them: element, x, y, z (angstrom), force x, y, z (eV/angstrom)
Si -0.0763 -0.156 24.2148 0.0397 0.1035 -0.0198
Si 3.5721 0.0337 23.953 0.0279 0.0689 0.1007
Si 7.4219 0.0004 24.2158 0.0527 0.0883 0.0375
Si 1.6877 1.4394 24.03 -0.0001 -0.0811 0.0537
Si 5.565 1.4277 24.0032 -0.061 -0.0826 -0.0035
Si 9.5244 1.048 24.1193 -0.0668 -0.0816 0.0628
Si -0.0742 5.2587 24.1899 -0.0058 0.125 -0.0025
Si 3.9217 5.5397 24.0091 -0.0747 0.0914 0.0385
Si 7.5609 5.565 23.8388 0.0733 0.0785 0.0456
Si 1.8075 6.6814 24.0492 0.0872 -0.1081 0.0209
Si 5.7302 7.0406 24.1623 0.0095 -0.1113 0.0062
Si 9.7198 6.7304 23.8867 -0.0972 -0.0644 0.0499
Si 1.8594 2.7457 25.9984 0.0286 -0.0877 -0.0621
Si 5.6654 2.7927 25.9458 0.0913 -0.0617 -0.0145
Si 9.5365 2.69 25.8842 -0.0064 -0.0651 -0.0258
Si -0.1111 3.9838 26.102 -0.0147 0.0448 0.0304
Si 3.7641 4.1646 25.9672 -0.0476 0.0852 -0.0242
Si 7.6448 4.1434 25.8432 -0.0153 0.0456 -0.0665
Si 1.9257 8.1025 25.9877 0.048 -0.0687 -0.0298
Si 5.7083 8.2802 26.1139 -0.0311 -0.0794 -0.0069
Si 9.5838 8.1322 25.8942 0.021 -0.1122 -0.0383
Si -0.024 9.4109 26.0794 -0.0351 0.0753 -0.0032
Si 3.761 9.6094 25.9509 0.0058 0.1034 -0.0649
Si 7.6613 9.5336 26.0774 0.0564 0.107 -0.0546
Si -0.0457 -0.0076 27.9014 -0.0151 -0.0682 -0.0023
Si 3.8265 0.0144 27.8956 0.0066 -0.058 0.0226
Si 7.6973 0.0262 27.9337 -0.025 -0.0543 0.0232
Si 1.8973 1.3457 27.9 -0.0118 0.0609 0.0537
Si 5.7587 1.3862 27.8725 -0.019 0.0594 0.0032
Si 9.6132 1.3639 27.87 0.0473 0.0596 0.0281
Si -0.0672 5.479 27.9218 -0.0035 -0.053 0.0159
Si 3.8118 5.4677 27.9254 0.0188 -0.0679 0.0111
Si 7.6781 5.4456 27.8521 -0.0029 -0.0491 0.0457
Si 1.8956 6.798 27.9335 -0.0428 0.057 0.0103
Si 5.7411 6.8042 27.9352 0.0152 0.0472 0.0136
Si 9.598 6.8207 27.8773 -0.0149 0.0651 0.0024
Si 1.9336 2.7345 29.8305 -0.0492 -0.0074 -0.0499
Si 5.8008 2.7345 29.8305 -0.043 -0.0433 -0.0541
Si 9.6679 2.7345 29.8305 0.0054 0.0007 -0.1663
Si 0 4.1018 29.8305 -0.0678 -0.0341 0.1576
Si 3.8672 4.1018 29.8305 -0.0108 -0.1629 0.103
Si 7.7343 4.1018 29.8305 -0.0654 -0.0398 -0.2117
Si 1.9336 8.2035 29.8305 -0.0655 0.0212 0.0228
Si 5.8008 8.2035 29.8305 -0.014 -0.0339 0.1532
Si 9.6679 8.2035 29.8305 -0.0876 -0.0287 -0.2084
Si 0 9.5708 29.8305 -0.0483 0.0314 0.0995
Si 3.8672 9.5708 29.8305 0.0131 0.0042 -0.0967
Si 7.7343 9.5708 29.8305 -0.0699 0.0096 0.1554
Si 0 0 31.764 -0.0047 0.0127 0.028
Si 3.8672 0 31.764 -0.0081 0.0205 -0.0214
Si 7.7343 0 31.764 0.0056 0.0071 0.021
Si 1.9336 1.3673 31.764 -0.0224 -0.0657 -0.0088
Si 5.8008 1.3673 31.764 0.0136 0.0137 -0.0713
Si 9.6679 1.3673 31.764 -0.0021 -0.1123 0.0006
Si 0 5.469 31.764 0.0069 0.0767 0.0421
Si 3.8672 5.469 31.764 0.0132 0.0505 0.0094
Si 7.7343 5.469 31.764 -0.0063 0.0984 -0.013
Si 1.9336 6.8362 31.764 0.01 0.008 0.0113
Si 5.8008 6.8362 31.764 -0.0028 0.0017 0.0073
Si 9.6679 6.8362 31.764 -0.0015 -0.0506 -0.0095
Si 1.9336 2.7345 0.9679 0.0986 0.0366 0.0327
Si 5.8008 2.7345 0.9679 0.022 0.0615 -0.3696
Si 9.6679 2.7345 0.9679 0.0131 0.0003 0.0547
Si 0 4.1018 0.9679 -0.0195 -0.0572 0.2697
Si 3.8672 4.1018 0.9679 -0.0162 0.0386 0.1171
Si 7.7343 4.1018 0.9679 0.1488 -0.0138 0.097
Si 1.9336 8.2035 0.9679 -0.0964 0.0023 -0.025
Si 5.8008 8.2035 0.9679 0.0734 0.016 0.0364
Si 9.6679 8.2035 0.9679 0.1424 0.0658 -0.0633
Si 0 9.5708 0.9679 0.0474 0.108 -0.0015
Si 3.8672 9.5708 0.9679 0.0718 0.0051 -0.0591
Si 7.7343 9.5708 0.9679 0.0223 0.0175 0.0449
Si 0.0585 0.0404 2.8884 -0.0034 -0.061 0.0034
Si 3.926 0.008 2.8884 0.0206 -0.0465 0
Si 7.7814 0.0054 2.904 -0.0296 -0.0603 -0.006
Si 2.0031 1.3782 2.9119 -0.0059 0.0596 0.0029
Si 5.8609 1.3805 2.8574 0.0004 0.026 0.0203
Si 9.7042 1.3711 2.9215 0.0386 0.0697 -0.0092
Si 0.0316 5.4171 2.9676 0.006 -0.043 0.0184
Si 3.8943 5.5172 2.8908 -0.0059 -0.0652 -0.0266
Si 7.8203 5.5052 2.8922 0.0007 -0.0562 -0.0156
Si 1.9309 6.8164 2.8811 -0.0004 0.0436 -0.0296
Si 5.8629 6.8092 2.8827 0.0083 0.0672 -0.011
Si 9.7493 6.8531 2.8984 0.0073 0.0438 -0.0099
Si 2.0858 2.7523 4.8544 0.0019 -0.0906 0.0414
Si 5.9092 2.9372 4.6315 -0.0081 -0.0308 -0.025
Si 9.6974 2.7107 4.891 -0.0109 -0.0685 0.0235
Si 0.0818 3.9983 4.9455 -0.03 0.0757 0.0011
Si 3.9403 4.2199 4.8514 -0.0119 0.071 0.0415
Si 7.8783 4.2349 4.8791 0.0096 0.0613 0.0463
Si 1.9657 8.1831 4.7909 -0.0252 -0.0476 0.0366
Si 5.8991 8.1214 4.8319 0.0112 -0.1016 0.0166
Si 9.779 8.2916 4.7839 -0.0004 -0.0728 0.0261
Si 0.0989 9.6976 4.8622 0.0102 0.0498 -0.0085
Si 3.9484 9.4281 4.7119 -0.0303 0.0643 -0.0171
Si 7.7822 9.5499 4.8268 -0.0028 0.1041 0.032
Si 0.1528 0.2718 6.8009 0.0111 0.0395 0.024
Si 4.0703 -0.1119 6.5385 -0.0802 0.1092 0.0206
Si 7.6584 0.0226 6.7348 0.0962 0.0266 -0.0276
Si 2.266 1.387 6.798 -0.0066 -0.0354 -0.0541
Si 5.8185 1.4481 6.3639 0.0267 -0.1032 0.0483
Si 9.6156 1.3617 6.8845 -0.0415 -0.0252 -0.0477
Si 0.1276 5.4118 6.8608 0.0352 0.0527 -0.0521
Si 4.0015 5.5069 6.9189 -0.0082 0.0494 -0.04
Si 7.9858 5.621 6.9059 0.0092 0.0522 -0.0236
Si 1.995 6.8312 6.7589 0.0382 -0.0787 -0.0029
Si 5.9488 6.8485 6.8767 0.0149 -0.0506 -0.0364
Si 9.9766 6.9799 6.7325 -0.0517 -0.0744 -0.0245
O 10.4785 8.0809 7.9117 0.0429 0.0338 -0.0058
O 7.2045 10.1507 8.1407 -0.0464 -0.0171 -0.0071
O 8.1207 4.6525 8.2495 0.0042 -0.0346 0.0133
O 4.4775 10.0725 7.9863 0.0413 -0.0164 -0.022
O 1.6286 7.9066 7.9968 -0.0405 0.0398 -0.0076
O 4.0422 4.5366 8.29 -0.0022 -0.0577 0.0248
O 9.3458 2.269 8.2497 -0.0004 0.039 0.0249
O 2.8267 2.2002 8.1707 0.0355 0.0183 0.0063
O 11.7065 4.8399 8.4565 -0.0073 -0.013 0.0565
O 5.5414 2.4265 7.6908 -0.0296 -0.012 -0.0303
O 5.9036 7.8233 8.227 -0.01 0.0682 0.0195
O 11.9428 10.2872 8.156 -0.0025 -0.0292 -0.0275
O 11.581 9.8906 22.807 -0.008 -0.0497 0.0126
O 3.1538 9.9456 22.6851 -0.0058 -0.0687 -0.0713
O 5.5434 8.0654 22.8607 -0.0079 0.0784 -0.0231
O 4.3601 4.5921 22.7044 0.0393 -0.0382 -0.0248
O 7.2564 10.0588 22.8168 -0.0467 -0.0453 -0.0365
O 10.2677 7.5805 22.5405 0.0719 0.0488 -0.0192
O 1.5869 2.3292 22.6083 -0.0304 0.081 -0.068
O 5.7386 2.3248 22.6046 0.0195 0.0621 -0.0111
O 7.071 4.6539 22.5075 -0.0579 -0.0506 -0.0332
O -0.1482 4.3272 22.8023 0.0151 -0.0461 -0.0161
O 1.3833 7.6045 22.7314 -0.0412 0.0364 -0.0047
O 9.6935 1.3804 22.4863 0.0151 -0.0139 -0.0543
Si -3.2544 13.6695 14.6923 -0.0189 0.0048 0.0252
Si 2.3338 2.2615 17.8606 -0.0148 -0.0075 -0.0051
Si -2.4676 7.2807 17.8904 0.0024 0.0013 0.0085
Si 8.7281 8.553 12.876 -0.0082 0.0004 -0.0096
Si 12.5121 4.5759 16.9606 -0.0006 0.0055 0.0072
Si 11.2797 1.9348 19.3518 0.0024 -0.0073 -0.0297
Si 11.1374 4.9877 9.9949 -0.0079 -0.0083 -0.0131
Si 0.6633 5.6359 12.5601 -0.0049 0.015 -0.0003
Si 8.4142 9.0184 20.0002 0.0083 0.011 0.0061
Si 2.3551 6.1226 15.007 -0.0266 -0.0134 -0.0057
Si 5.5295 2.7541 13.7504 0.0084 0.0021 -0.012
Si 9.0864 10.717 15.2487 0.0014 -0.0174 -0.0005
Si 8.3527 2.1829 18.9012 0.0161 0.008 -0.005
Si 6.1677 10.1695 11.6527 0.0003 0.0128 0.018
Si 0.0578 8.3915 22.1659 -0.0155 0.0223 0.0228
Si 6.2093 6.8791 17.72 -0.0086 0.0038 -0.0053
Si 4.9987 4.7913 16.1577 0.0242 -0.0113 0.0184
Si 6.1349 15.2086 18.9824 0.0048 -0.0067 -0.0107
Si -0.352 9.3387 16.8122 0.0128 -0.0045 0.0136
Si 9.3164 16.4505 13.7648 0.038 0.0252 0.0272
Si 5.6826 3.8677 22.0492 0.0179 -0.0249 0.0511
Si 0.8436 3.5392 21.7831 0.0302 -0.0326 0.0367
Si 11.8883 8.7085 8.503 0.0057 -0.0108 -0.0035
Si 6.2552 9.1709 21.9007 0.0013 0.0167 0.0203
Si 6.1519 2.3715 10.9121 0.0045 -0.0102 0.0295
Si 2.3485 -1.7548 15.288 -0.0062 0.0008 0.0126
Si 12.9125 9.0815 19.4049 0.0164 -0.003 -0.0078
Si 7.1671 10.7431 17.5808 0.0116 0.0182 -0.0001
Si 4.2026 0.0932 13.9016 0.0341 -0.0109 -0.0104
Si 4.2566 2.9273 8.5698 -0.0271 0.041 0.0083
Si -0.4933 7.7842 11.1282 -0.0021 -0.0332 0.0204
Si 5.8226 9.3999 8.6484 0.0001 -0.029 -0.0002
Si 2.3682 4.6073 19.5595 -0.0034 0.0024 -0.0299
Si 9.5434 4.7159 16.5437 0.0028 0.0018 0.0043
Si 8.6854 3.4347 9.1849 0.009 -0.0009 -0.0122
Si 3.6011 9.5747 21.1546 0.0273 0.0379 0.0079
Si 3.6325 7.333 19.2263 -0.0108 0.0087 -0.0233
Si 4.2677 10.8117 16.8198 -0.0047 0.0139 -0.0102
Si 9.5237 0.579 21.0773 -0.0011 0.0091 0.0031
O 6.8702 2.0958 14.4079 0.0117 -0.0006 0.0083
O 4.2761 1.6978 13.535 -0.0091 -0.0064 -0.0044
O 9.9364 2.3816 18.5246 -0.0041 0.0047 0.0078
O 3.4176 1.1684 17.3591 0.0128 -0.0079 0.0027
O 13.534 3.3095 16.6522 -0.004 0.0051 -0.0057
O 11.9281 8.7295 10.1171 -0.0097 0.0117 -0.0061
O 5.2019 3.9553 14.7872 -0.0058 0.0045 -0.0005
O 0.394 9.7126 18.22 -0.016 0.0008 -0.0024
O 3.2022 9.5811 16.6411 0.0028 -0.0031 -0.0008
O 5.2449 3.9507 17.5844 -0.0088 0.0093 -0.0144
O 10.828 5.2466 13.2221 -0.0372 -0.0024 -0.0007
O 0.5765 7.2448 12.2439 -0.0002 -0.0129 -0.0014
O -1.2702 10.5861 16.3084 -0.0093 0.0063 -0.0032
O 11.0147 4.0459 16.6573 0.0031 0.0028 -0.0008
O 4.7341 2.5669 10.0913 0.0076 -0.0084 -0.0176
O 1.1251 4.9774 18.5399 0.0011 -0.0049 0.0031
O 1.0829 5.8921 16.0072 0.0197 -0.0016 0.0019
O 7.3806 9.2421 12.2478 0.0073 -0.006 0.0006
O -2.1877 5.8219 15.3528 0.0035 -0.0104 -0.0082
O 3.5492 5.714 19.3697 0.0036 -0.017 0.0135
O 8.603 6.902 13.1722 0.0072 -0.0183 -0.0097
O 5.6855 9.474 10.2626 -0.0018 -0.0016 0.0017
O 0.3158 8.5099 20.5658 0.0246 0.0147 -0.041
O 9.2784 5.6493 17.8588 0.0004 -0.0066 -0.0025
O -2.3787 12.2613 14.65 0.001 0.0018 -0.0086
O 7.4969 12.3174 17.7859 -0.0113 -0.0148 0.006
O 2.7276 10.3237 14.1427 -0.0082 -0.0012 -0.0036
O 7.4524 2.8998 10.0917 -0.0205 -0.0056 -0.0094
O 1.9275 4.5906 21.1321 0.0115 0.0076 -0.0038
O 9.1725 9.509 14.1342 0.0043 0.0156 0.0059
O 9.2222 9.9179 21.0897 -0.0149 -0.0137 0.0035
O -3.0812 3.4806 16.1641 0.0009 -0.008 -0.0116
O 4.9693 10.1518 12.766 -0.0186 0.013 0.0162
O 5.9917 6.0831 16.3005 -0.0032 -0.0012 -0.0047
O 9.8877 3.9482 10.1744 0.0163 0.0016 -0.0114
O 9.3046 7.7811 19.4384 -0.0055 -0.0082 -0.0096
O 7.7018 10.4066 16.0759 0.0015 -0.0041 -0.0065
O 2.736 7.6867 14.7548 0.003 0.0036 -0.0083
O 7.5907 7.6989 17.4396 0.002 0.0031 0.0013
O 2.9276 3.1255 19.1241 0.0032 0.0012 0.0168
O 4.8562 7.7018 18.1825 0.0241 -0.0087 0.0045
O -1.3189 18.9638 16.9964 0.0026 0.0048 0.0041
O 1.9453 5.4137 13.5617 0.0185 -0.0008 0.0066
O 6.4964 11.7497 11.3276 -0.0077 -0.006 -0.0088
O 11.6054 3.0604 20.481 -0.0165 0.0008 -0.021
O 9.9097 8.6668 11.7591 -0.018 -0.0023 -0.0013
O 5.9283 3.2816 12.2581 -0.0131 0.0076 0.0086
O 5.5543 10.4964 17.7707 -0.0083 -0.0033 0.0076
O 5.4837 3.8387 20.4258 -0.0006 -0.0051 -0.0407
O 12.5227 1.6021 18.3656 0.0073 0.0117 0.0115
O 8.6201 3.9933 13.6215 0.0046 -0.0052 -0.0034
O 10.5204 6.4837 10.299 0.0106 0.0363 -0.0031
O 2.4405 10.1131 20.0983 -0.0226 -0.0116 0.0071
O 0.7655 9.1246 15.6416 0.0065 -0.002 -0.0136
O 7.1133 8.3979 20.7572 0.016 0.0037 -0.0002
O 3.5315 5.4324 15.8893 -0.0098 0.0015 -0.0003
O 7.9849 9.9716 18.7523 -0.0093 0.0023 0.0011
O 12.3266 4.7785 11.1361 0.0002 0.0088 0.0049
O 5.1512 10.141 21.1344 -0.0121 -0.0167 0.0102
O 6.4482 5.8641 18.972 -0.0011 0.004 0.0125
O 7.6136 3.607 18.984 -0.0118 0.0007 0.0066
O 3.8086 7.9924 20.7213 -0.0117 -0.024 0.0142
O 4.9461 11.0196 15.3547 -0.0075 -0.0006 -0.0023
O 10.9102 0.6094 20.2116 0.0053 0.0018 0.009
O 13.7837 7.8764 18.6986 -0.0036 -0.0011 0.0141
O 8.3155 12.3369 20.3341 -0.0067 -0.0082 0.0199

Results
free energy: -144627.708 eV
free energy less fixed offsets of O -568.88, Si -635.61 eV per atom: 6.162 eV

The program warned: the cutoff lies below the one the program advises for these potential files; the exchange-correlation potential is rough where the density is thin.
